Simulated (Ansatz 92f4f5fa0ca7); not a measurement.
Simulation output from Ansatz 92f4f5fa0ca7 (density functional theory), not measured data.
Periodic cell of 168 atoms, Si98O70, from a study of silicon, its oxide and their interface. The atomic structure is a simulated model.

Settings: functional r2SCAN; potential files Ansatz norm-conserving; basis plane waves; wave-function cutoff 1300 eV; density cutoff ratio 4; exchange-correlation grid ratio 1; k mesh 2 x 2 x 1, shifted by 0.5 0.5 0.5 of a step; self-consistency stop 5e-08 eV per atom in the density residual; occupations Fermi-Dirac, 0.05 eV; spin none; net charge 0.

Cell vectors (angstrom)
a 11.54 0 0
b 0 11.54 0
c 0 0 21.1585

Atoms: element, x, y, z (angstrom)
Si -0.1858 0.0122 -0.0895
Si -3.0435 4.0618 -0.773
Si -0.2264 6.8647 -0.2063
Si 3.8626 -0.0463 -0.154
Si 0.4021 4.5908 0.1176
Si 3.886 8.2606 -0.0038
Si 7.8262 -0.697 0.0657
Si 6.2626 3.6335 -1.1121
Si 8.0809 8.4762 -0.3142
Si 1.8866 0.1506 1.1463
Si 2.1263 3.9348 1.4875
Si 2.0728 7.7925 1.3159
Si 5.8476 0.0128 1.1278
Si 5.1999 3.8321 0.9883
Si 5.732 7.6874 1.1926
Si 9.629 -0.1329 1.4359
Si 9.8698 3.853 1.1402
Si 9.6699 7.6755 1.2857
Si 1.9058 1.9371 2.6525
Si 1.9666 5.8891 2.6923
Si 1.972 9.7746 2.583
Si 5.7732 1.954 2.4373
Si 5.6818 5.7123 2.4431
Si 5.8502 9.6322 2.5775
Si 9.6497 1.9058 2.5606
Si 9.5543 5.7296 2.5679
Si 9.8109 9.525 2.7605
Si -0.0011 1.878 4.0008
Si -0.0038 5.7725 3.9467
Si 0.1695 9.6354 4.1071
Si 3.8955 1.8452 3.9414
Si 3.8943 5.7943 3.996
Si 3.9062 9.6578 3.9777
Si 7.6605 1.9277 3.8714
Si 7.5921 5.6893 3.8668
Si 7.7653 9.5574 3.9727
Si 0.035 0.0205 5.4561
Si 0.0533 3.8305 5.2836
Si 0.1709 7.6405 5.3378
Si 3.9556 -0.0103 5.4384
Si 3.8077 3.7995 5.2755
Si 3.908 7.708 5.346
Si 7.6951 -0.026 5.2922
Si 7.5972 3.8112 5.256
Si 7.7095 7.5988 5.268
Si 1.9969 0.0539 6.7828
Si 1.9437 3.8155 6.7643
Si 2.0444 7.6869 6.7811
Si 5.8955 -0.043 6.8373
Si 5.6827 3.7602 6.672
Si 5.8206 7.6777 6.6882
Si 9.5665 -0.078 6.7139
Si 9.5873 3.7872 6.5127
Si 9.7227 7.6166 6.5536
Si 1.8994 1.9092 8.2463
Si 2.0071 5.7607 8.187
Si 2.0303 9.6673 8.0775
Si 5.6029 1.9455 8.1922
Si 5.7164 5.7295 7.9635
Si 5.9544 9.4731 8.1982
Si 9.4229 1.932 7.8845
Si 9.678 5.6921 7.8366
Si 9.7654 9.4414 7.9751
Si -0.2499 2.1897 9.2112
Si -0.061 5.3846 9.3415
Si 0.1303 9.4155 9.4296
Si 3.4708 2.412 10.2196
Si 3.9836 5.3986 9.5779
Si 3.9328 9.5291 9.4584
Si 7.6051 2.4454 9.3288
Si 7.7338 5.5695 9.0538
Si 7.9939 8.6664 9.3256
Si 0.692 -0.5275 11.9887
Si -0.3408 8.8219 16.1551
Si 3.2831 7.3551 11.5128
Si 4.9759 9.6468 12.1645
Si 7.9489 -2.0381 12.0817
Si 8.695 5.4228 16.101
Si 9.5305 7.5442 14.0085
Si -0.8995 1.6552 12.2695
Si 0.1857 7.0979 11.6834
Si 1.828 2.0806 12.7758
Si 7.8798 1.0895 12.161
Si 13.7048 7.3161 15.8839
Si 4.0721 0.0327 17.9178
Si 5.857 0.5048 14.0246
Si 13.2921 9.7248 14.3453
Si 0.3204 1.4777 18.5399
Si 5.8201 4.1098 16.9574
Si 12.6778 4.1898 19.0797
Si 11.1942 3.6568 16.8318
Si 7.9825 13.0563 19.1332
Si 3.138 0.8521 15.1552
Si 3.1631 8.6383 18.3595
Si 0.3521 10.0472 18.6336
Si 2.6066 4.6103 16.6204
Si 9.3491 6.7782 18.8721
Si 6.7016 12.6452 16.6645
O -2.5665 2.803 -1.7804
O -3.0259 -3.4261 -1.8724
O -0.645 7.0587 -1.8092
O -0.5467 2.0835 -3.8833
O -2.6711 5.5388 -1.3579
O 1.0496 7.8643 0.0011
O 6.2081 2.6266 -4.7119
O 3.7735 -3.8009 -1.5832
O 3.8369 -1.6759 -0.2616
O 3.7519 0.5418 -1.7252
O 2.2201 13.4787 -6.7943
O 1.6462 9.0976 -2.4943
O 6.5116 2.0111 -1.4535
O 8.3219 0.126 -1.2921
O 5.8229 4.341 -2.5762
O 9.1317 6.4393 -3.8579
O 15.1104 3.7715 0.6665
O 6.7878 7.4883 -0.074
O -0.5932 0.1144 12.7611
O 0.275 2.6381 12.8419
O -0.0314 3.7695 9.4892
O -0.7718 13.1521 10.6626
O 0.3489 10.6922 10.4536
O -5.9315 11.8248 17.5164
O 2.8189 2.8815 11.7562
O -0.2755 -5.8085 10.9586
O 3.3854 8.0738 10.0428
O 4.2364 3.784 9.7529
O 3.1801 7.6465 17.0861
O 4.0651 8.352 12.5496
O 8.0849 -0.4873 12.5494
O 7.7116 1.3594 10.5842
O 7.7359 4.064 9.8634
O 8.8496 6.1984 14.652
O 8.6657 9.4231 10.6444
O 9.9023 8.469 15.2878
O 1.7737 7.0722 12.0454
O 4.0185 5.9425 11.1561
O -0.7057 7.2671 13.0591
O 0.5124 9.9623 15.3628
O 1.8583 0.5938 12.0874
O -0.0582 8.1746 10.4816
O 3.9706 9.9548 17.8877
O 6.424 -2.4758 11.7585
O 8.4786 -3.1097 13.1655
O 7.1003 4.9997 16.3073
O 7.8187 7.0623 9.8632
O 13.9818 8.2952 14.6315
O 12.7405 3.7663 16.195
O -2.4143 1.9825 12.7499
O 1.2134 -1.827 12.8096
O 0.5966 7.4895 16.311
O 5.2842 -0.8807 13.3994
O 6.938 0.3301 15.2431
O 6.4971 1.4993 12.9113
O 14.6783 0.8148 16.7872
O 14.0199 5.7937 15.4986
O 8.0556 1.1586 17.5398
O 9.8422 4.2063 16.0632
O 4.6064 1.2777 14.6619
O 10.7951 9.4384 17.5915
O 4.298 10.3988 10.8758
O 2.3632 4.9394 18.2216
O 4.2292 4.2528 16.478
O 1.4912 14.1204 18.8516
O 11.149 1.2716 20.0034
O -0.2357 4.5179 18.2135
O 12.3596 -0.0098 18.1253
O 11.273 10.1893 20.1218
O 14.3417 10.9078 14.6107

Results
free energy: -44023.003 eV
free energy less fixed offsets of O -463.61, Si -117.95 eV per atom: -11.203 eV
pressure: -1.08 GPa
stress xx, yy, zz, yz, xz, xy (GPa, positive in tension): 0.37, 0.57, 2.31, -0.93, 0.04, 0.16

Forces (eV/angstrom), in the order of the atoms: element, x, y, z
Si 0.1197 -0.0671 -0.462
Si 0.6493 0.0981 -0.2248
Si 0.3583 0.74 -0.5043
Si -0.2527 -0.2755 -0.7888
Si -0.2455 -0.1391 -0.2677
Si -0.0913 -0.3333 -0.73
Si 0.285 0.5113 -0.4199
Si -0.0005 0.101 -0.9143
Si 0.1538 -0.6869 -0.4327
Si -0.1692 0.1312 -0.2093
Si 0.3044 0.1631 -0.1138
Si -0.2116 0.3304 -0.3065
Si -0.0249 -0.0109 0.0548
Si -0.4299 -0.0483 0.2266
Si -0.0761 -0.0973 -0.0938
Si -0.0454 -0.0088 0.1065
Si -0.1131 -0.098 -0.0246
Si -0.0692 0.2393 -0.1422
Si -0.0354 -0.3428 0.1122
Si 0.2314 -0.0209 0.1584
Si -0.0289 -0.0973 0.3238
Si 0.0065 0.0187 0.0496
Si -0.0099 0.0092 -0.0029
Si 0.0009 -0.002 0.0237
Si 0.0256 0.3055 0.0956
Si 0.0599 -0.1576 0.2042
Si 0.0756 -0.122 0.104
Si -0.0019 0.1058 -0.089
Si 0.0049 -0.0728 -0.1815
Si 0.0491 0.0309 -0.1481
Si -0.0181 0.1634 -0.0301
Si -0.1553 0.074 0.1218
Si 0.0499 -0.144 -0.0709
Si 0.1065 0.077 0.0159
Si 0.037 -0.0758 -0.14
Si -0.1006 0.0728 -0.1542
Si -0.0578 0.0526 -0.0146
Si -0.2193 -0.0996 0.2443
Si -0.1434 0.0654 0.0487
Si 0.017 -0.11 -0.1491
Si 0.1161 0.0264 0.1019
Si 0.1457 0.124 -0.1283
Si 0.1146 -0.0921 -0.1386
Si 0.1008 -0.0846 0.1438
Si 0.0256 0.1835 0.0788
Si 0.0444 0.0895 0.0553
Si -0.0175 0.1463 0.0798
Si 0.1404 -0.2827 0.0724
Si -0.1383 0.0717 0.3323
Si -0.2426 0.1016 -0.0558
Si -0.0587 0.0551 -0.0901
Si 0.0552 -0.0012 -0.029
Si 0.1665 0.1079 -0.4409
Si 0.1611 -0.005 -0.4701
Si -0.3621 0.0333 0.7749
Si 0.0768 -0.0496 0.41
Si 0.0434 -0.0697 0.0012
Si 0.4036 -0.3971 0.5574
Si -0.1594 -0.1302 0.1739
Si 0.1482 -0.0791 0.2283
Si -0.0572 0.0535 0.2831
Si 0.1626 -0.1161 0.297
Si -0.2014 -0.1126 0.101
Si -0.2359 0.1086 0.229
Si -0.1137 -0.5691 0.4403
Si -0.1166 0.3233 0.5141
Si -0.2274 0.4696 -0.6582
Si 0.0498 0.0037 -0.1872
Si 0.2641 0.1003 0.531
Si 0.0397 0.2559 0.4692
Si 0.0281 -0.0689 0.6281
Si 0.0496 -0.0971 0.5758
Si -0.1292 -0.1834 0.3253
Si -0.1832 -0.0198 -0.1805
Si -0.0069 0.06 0.4044
Si 0.3404 0.214 0.5232
Si -0.0269 -0.0924 0.5427
Si 0.032 -0.1147 -0.4754
Si -0.2138 -0.0269 0.3987
Si -0.1375 0.1547 0.3739
Si -0.2525 0.1124 0.5652
Si -0.3037 -0.1856 0.7115
Si -0.1702 0.215 0.4603
Si 0.0936 -0.2511 -0.0951
Si -0.0355 -0.0167 -0.2349
Si 0.1081 0.1427 0.1478
Si 0.1015 -0.0598 0.2591
Si 0.1521 0.12 -0.336
Si 0.0504 -0.1462 -0.4916
Si 0.1967 -0.1565 -0.9065
Si -0.0572 0.0268 -0.2843
Si 0.2941 -0.0787 -0.5872
Si 0.099 0.034 -0.0566
Si -0.0995 -0.4349 -0.2717
Si 0.0878 -0.1586 -0.2211
Si -0.1009 0.132 -0.2745
Si 0.2804 -0.1247 -0.4847
Si 0.0061 -0.051 -0.4021
O -0.4054 -0.0081 0.2804
O -0.0874 0.0843 0.5257
O -0.2711 -0.1729 0.5477
O 0.3047 0.0627 0.4709
O -0.0914 -0.2588 -0.0798
O -0.1148 -0.4704 0.4093
O 0.0539 -0.0318 0.367
O 0.0045 0.4138 0.5407
O -0.0384 0.1155 -0.3014
O 0.1164 -0.2225 0.7731
O -0.0274 -0.0717 -0.4557
O -0.056 0.116 0.0146
O 0.032 0.2594 -0.1301
O -0.2466 0.0335 0.1485
O 0.158 -0.5233 0.6812
O 0.0092 0.0599 0.5045
O -0.0329 0.1404 0.2495
O 0.2583 0.5109 0.2945
O 0.3063 0.1837 -0.393
O 0.2755 -0.3518 -0.3514
O 0.0662 0.0445 -0.0345
O 0.2358 0.1144 -0.2632
O 0.0045 -0.2772 -0.1455
O -0.0955 0.137 0.1044
O 0.4757 -0.5426 -1.0411
O 0.2375 0.1252 -0.63
O -0.0674 0.2089 0.1864
O -0.4767 0.2019 0.3547
O -0.1793 0.2639 0.18
O -0.0952 -0.114 -0.4694
O -0.0585 -0.0291 -0.2352
O 0.0535 0.4865 -0.2649
O -0.0273 -0.0716 -0.5692
O 0.1579 0.1377 0.1665
O -0.2221 -0.2938 -0.2034
O 0.2067 -0.1216 -0.1137
O 0.1746 0.0281 -0.4239
O -0.215 0.1802 -0.4284
O 0.2985 -0.0141 -0.6098
O 0.1959 -0.3292 -0.0266
O -0.0945 0.0784 -0.1796
O 0.1301 0.1671 -0.0875
O -0.1707 0.2542 0.1603
O -0.1183 0.1904 -0.061
O 0.0226 0.2531 -0.3916
O -0.0497 -0.1788 0.3622
O 0.0789 0.3728 -0.5978
O -0.2997 0.2105 0.1948
O 0.0179 0.0793 0.3225
O 0.1299 -0.3247 -0.4894
O -0.028 0.315 -0.1662
O 0.0752 0.2994 -0.0475
O -0.052 -0.1751 -0.3934
O -0.3641 0.2314 0.0559
O 0.2072 -0.3526 -0.1249
O 0.2152 -0.1927 0.1456
O -0.108 0.117 0.3811
O -0.2921 0.1869 0.5441
O 0.0721 0.1239 0.2405
O 0.0289 -0.2557 -0.0325
O 0.3229 0.0262 0.2109
O -0.3373 -0.5051 -0.6556
O -0.3932 -0.2455 0.2822
O 0.0159 -0.0263 0.2431
O -0.3101 0.0318 0.1079
O -0.0386 -0.3134 0.2408
O 0.2205 -0.1783 0.1874
O -0.0823 -0.0234 0.2254
O -0.0092 0.2813 0.1546
O -0.1788 0.0681 -0.019
